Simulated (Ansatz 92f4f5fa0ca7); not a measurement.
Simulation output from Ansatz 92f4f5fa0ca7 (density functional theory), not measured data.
Periodic cell of 252 atoms, Si132O88H32, with a vacuum gap, from a study of silicon, its oxide and their interface. The atomic structure is a simulated model.

Settings: functional r2SCAN; potential files Ansatz PAW; basis plane waves; wave-function cutoff 800 eV; density cutoff ratio 5; exchange-correlation grid ratio 1; k mesh 1 x 1 x 1, shifted by 0.5 0.5 0 of a step; self-consistency stop 1e-11 eV per atom in the density residual; occupations fixed; spin none; net charge 0; applied field sawtooth along c, amplitude -0.015 V/angstrom in the program's sign convention, ramp centred at 0.9887 of c and 0.0226 of c wide, no dipole correction.

Cell vectors (angstrom)
a	10.888	0	0
b	0	10.888	0
c	0	0	44.281

Atoms: element, x, y, z (angstrom)
Si	1.6146	1.596	32.0615
Si	4.5023	-4.8172	28.7049
Si	0.6878	5.4216	30.1851
Si	2.8062	7.9875	30.5405
Si	5.8435	-0.34	30.6336
Si	7.4269	3.6673	29.0104
Si	6.0405	5.1988	30.2004
Si	7.5521	8.7328	30.6314
Si	-0.6991	0.412	30.5066
Si	3.9465	3.7248	32.1132
Si	1.4159	6.7693	31.9505
Si	4.0924	9.5082	31.8032
Si	6.8566	1.2839	31.973
Si	9.484	3.9365	31.8879
Si	6.804	6.8018	31.8139
Si	9.3952	9.5836	31.9231
Si	0.0439	2.7857	33.34
Si	2.7544	-0.0597	33.2545
Si	-0.0584	8.1404	33.1798
Si	2.7516	5.3944	33.3051
Si	5.5023	2.5971	33.3943
Si	8.1406	-0.0368	33.4149
Si	5.3789	8.0868	33.2218
Si	8.1806	5.4322	33.1918
Si	1.3931	4.0962	34.7219
Si	4.1118	1.2443	34.7058
Si	1.3429	9.4814	34.562
Si	4.0825	6.7613	34.6441
Si	6.8403	4.0801	34.6164
Si	9.5624	1.366	34.6437
Si	6.748	9.4425	34.6564
Si	9.5281	6.7759	34.5984
Si	0.0386	-0.0075	35.9561
Si	2.7664	2.6873	36.0179
Si	0.0031	5.4604	36.0214
Si	2.7072	8.1417	35.9571
Si	5.4395	-0.0924	36.0771
Si	8.1896	2.7118	35.9779
Si	5.4752	5.4311	35.9808
Si	8.1733	8.1294	35.9879
Si	1.3863	1.3292	37.3522
Si	4.1223	4.0854	37.3494
Si	1.3634	6.8345	37.3592
Si	4.0541	9.4437	37.3953
Si	6.8298	1.3455	37.3438
Si	9.5248	4.065	37.3419
Si	6.8191	6.7757	37.3576
Si	9.5368	9.5609	37.3086
Si	0.0232	2.7257	6.9034
Si	2.709	-0.0509	6.9518
Si	-0.0052	8.2207	6.9046
Si	2.7615	5.4794	6.9165
Si	5.4864	2.7274	6.9198
Si	8.2104	0.0285	6.944
Si	5.4752	8.1284	6.9726
Si	8.1463	5.3876	6.9272
Si	1.3736	4.1237	8.2233
Si	4.1176	1.3392	8.2024
Si	1.3161	9.533	8.3582
Si	4.1246	6.7765	8.3559
Si	6.806	4.0631	8.3609
Si	9.5459	1.4362	8.3178
Si	6.8667	9.5196	8.2889
Si	9.5048	6.8204	8.163
Si	-0.0788	0.031	9.7087
Si	2.7209	2.6899	9.483
Si	0.0392	5.5962	9.5068
Si	2.7648	8.1889	9.6677
Si	5.5033	0.0411	9.5804
Si	8.3494	2.9282	9.7365
Si	5.4129	5.3572	9.7722
Si	8.1656	8.0501	9.6122
Si	1.3548	1.4599	10.9274
Si	2.2163	4.9029	12.1338
Si	1.4057	6.7943	10.9628
Si	4.1189	9.6545	10.902
Si	6.5265	1.082	11.474
Si	8.2544	5.701	12.5707
Si	5.6695	8.5039	12.2503
Si	9.4542	9.4418	10.9837
Si	-0.5611	2.9405	14.2307
Si	3.1173	0.5263	12.1542
Si	-1.2762	7.2463	13.7983
Si	4.0169	3.8866	11.0155
Si	4.7667	2.221	12.6057
Si	10.8712	0.7966	15.1606
Si	4.531	8.1072	14.3255
Si	9.6202	4.4237	11.0102
Si	0.4359	3.2702	12.1222
Si	2.2936	-0.7117	13.8803
Si	6.5747	8.9612	16.4038
Si	8.6705	9.5055	14.3027
Si	7.5511	4.2518	14.4194
Si	7.5466	-0.8673	12.3365
Si	6.7593	6.7806	11.085
Si	11.057	8.2475	12.3062
Si	27.3819	-41.0699	22.6801
Si	8.7853	15.5578	17.3193
Si	3.3182	4.4614	21.4487
Si	13.5793	-7.293	28.6139
Si	13.2382	-4.8929	25.6154
Si	4.7416	10.8521	18.1185
Si	-27.6202	8.2469	26.3787
Si	5.4047	5.8877	24.8894
Si	15.9262	12.5593	28.3342
Si	16.4397	-5.5766	19.727
Si	11.0683	4.8769	15.4251
Si	2.2689	-0.3036	19.3908
Si	3.0933	-0.9233	24.6653
Si	7.964	16.2838	26.4362
Si	8.74	2.5645	22.1898
Si	8.4148	-30.3723	19.3805
Si	1.3488	-26.2624	22.9992
Si	4.423	-31.0004	25.2609
Si	-4.673	11.3189	20.632
Si	21.0801	-11.8333	27.6148
Si	48.19	-7.8039	17.7204
Si	12.5921	3.0882	25.8626
Si	10.7983	-20.7684	18.3303
Si	-14.2157	18.0579	18.7146
Si	-30.5052	13.5183	19.3648
Si	12.6475	-1.6886	21.9939
Si	18.5741	8.43	27.4811
Si	9.9403	-11.2447	22.71
Si	-4.0249	6.034	22.3124
Si	7.8535	19.605	21.3826
Si	1.1882	18.466	28.103
Si	20.3645	4.9607	23.7491
Si	13.9506	-5.6512	14.2823
Si	0.3431	-21.2595	25.3109
Si	26.8305	-18.0295	14.5609
Si	19.4212	2.2396	30.6039
O	-2.7289	4.4487	27.751
O	-8.0489	2.6031	31.6291
O	1.8643	-3.9168	24.4264
O	5.3927	0.3288	29.1791
O	9.1212	-23.4888	22.3115
O	19.6287	-1.3309	27.046
O	22.3933	2.1111	25.1649
O	-3.1941	2.1305	11.0189
O	1.2069	-14.1038	22.0068
O	43.2822	-9.972	16.7444
O	20.7904	-32.9994	14.5196
O	15.593	-3.7162	27.5438
O	12.5647	13.9252	27.4772
O	14.5881	6.7597	29.9418
O	11.6171	10.6181	18.8911
O	10.4648	-4.5899	14.8701
O	14.6245	-1.8548	25.8448
O	33.9354	-1.7626	13.1758
O	18.0581	13.7434	22.4811
O	3.5074	9.3555	14.6168
O	21.5927	11.221	26.8092
O	-16.8882	1.3061	26.7622
O	3.64	-6.0718	28.0941
O	16.9134	6.6544	18.956
O	14.5092	-4.1216	14.4055
O	24.9217	2.6322	25.3254
O	17.5306	5.2014	20.9334
O	34.8635	3.6249	20.6255
O	5.4188	11.9731	21.8758
O	9.1908	33.6586	22.1991
O	-9.4255	4.6409	25.4886
O	-8.2137	12.0766	19.913
O	10.3709	-6.1979	16.9087
O	11.2912	-26.2623	28.9083
O	4.8792	3.4592	16.1771
O	16.4227	4.0374	18.7062
O	16.5519	-16.1652	23.3199
O	23.799	8.4908	29.1755
O	26.7647	12.409	17.809
O	8.6334	13.8902	14.2011
O	2.4566	-34.0557	20.5624
O	14.7813	-16.2201	25.3499
O	7.6452	9.7734	15.5287
O	2.8435	-1.5603	23.1993
O	11.4454	10.294	22.133
O	12.723	-27.6805	15.394
O	-8.8198	6.8148	26.9803
O	11.7114	-20.7679	30.7309
O	18.3537	19.0501	17.4633
O	25.4502	13.224	28.9292
O	10.815	5.6988	23.2529
O	9.0199	-7.8153	20.6699
O	6.4954	-5.8028	25.7897
O	4.4333	-18.3066	22.1079
O	8.3789	3.3026	18.1103
O	8.2796	16.5424	22.9357
O	21.0167	-0.0962	24.3011
O	-5.4006	-19.3801	24.2956
O	8.2166	-2.9169	19.9723
O	29.6605	4.8013	15.9515
O	-6.7706	-21.4808	24.4743
O	16.5455	-2.9083	15.4974
O	5.6353	-3.4145	25.0896
O	11.5717	2.3818	18.7491
O	9.1384	-5.7948	25.3414
O	21.0529	4.7595	30.6161
O	-3.7483	-33.4264	21.1477
O	6.2486	-19.0433	28.3812
O	18.8831	6.9727	26.8376
O	23.5163	26.0058	29.775
O	13.3596	-16.4303	22.4938
O	5.2027	10.5832	19.6321
O	-1.3133	-7.4824	23.2863
O	7.0121	1.6076	19.8318
O	-6.7957	16.3385	20.4095
O	-2.3941	5.9151	18.3089
O	-4.6191	-1.8049	27.0096
O	14.0945	10.3273	18.0872
O	4.8212	4.231	30.8276
O	31.1148	1.0228	18.9927
O	1.698	10.5455	25.2026
O	-10.6964	-2.2768	27.3899
O	-9.3824	-10.6504	14.9519
O	-16.1722	31.804	17.0738
O	3.0912	-18.5427	18.1804
O	-0.7187	-11.3497	29.1401
O	-3.0929	19.1222	29.0814
O	6.8794	-14.1272	22.1235
H	2.1905	0.4902	38.2846
H	0.5745	2.1609	38.2846
H	3.3105	4.9171	38.2818
H	4.946	3.2655	38.2818
H	2.198	6.0256	38.2917
H	0.5469	7.6615	38.2917
H	3.2469	10.2799	38.3277
H	4.907	8.6542	38.3277
H	7.6707	0.5433	38.2762
H	6.0197	2.1789	38.2762
H	10.3607	3.2575	38.2743
H	8.6862	4.8697	38.2743
H	6	7.6002	38.2901
H	7.6223	5.9357	38.2901
H	10.3604	8.7409	38.2411
H	8.724	10.3916	38.2411
H	0.835	1.8941	5.971
H	-0.8127	3.5332	5.971
H	1.9048	0.7882	6.0194
H	3.5161	-0.8871	6.0194
H	-0.8287	9.0407	5.9722
H	0.8114	7.3936	5.9722
H	1.927	6.2883	5.984
H	3.5734	4.6478	5.984
H	6.2965	1.8941	5.9874
H	4.6628	3.5474	5.9874
H	9.0232	-0.8022	6.0116
H	7.3695	0.8307	6.0116
H	6.2943	7.3039	6.0401
H	4.6222	8.9178	6.0401
H	7.3432	6.2276	5.9948
H	8.9849	4.583	5.9948

Results
free energy: -135121.381 eV
free energy less fixed offsets of H -15.71, O -570.45, Si -639.56 eV per atom: 2.859 eV

Forces (eV/angstrom), in the order of the atoms: element, x, y, z
Si	-0.0113	-0.0059	-0.0313
Si	-0.0022	0.0089	-0.0598
Si	0.0036	-0.0052	-0.0412
Si	-0.0016	-0.0074	-0.032
Si	-0.0112	0.0251	-0.0239
Si	0.0062	0.014	-0.0496
Si	-0.0088	0.0029	-0.0106
Si	0.0159	-0.0204	-0.0324
Si	0.0054	-0.0197	-0.0381
Si	0.0156	0.0101	-0.0256
Si	0.0127	0.0086	0.0009
Si	-0.0066	-0.0165	-0.0169
Si	0.0144	0.0013	-0.0233
Si	-0.01	-0.0099	-0.0287
Si	-0.0115	-0.004	-0.0125
Si	0.0034	0.0084	-0.0049
Si	0.0125	0.0114	0.0114
Si	0.0248	0.0119	0.0128
Si	-0.0041	-0.018	0.0006
Si	-0.0237	-0.019	-0.0029
Si	-0.0123	-0.0161	0.007
Si	-0.0094	-0.0057	0.0065
Si	0.018	0.0167	-0.0024
Si	0.009	0.0063	0.0048
Si	-0.0061	0.0168	0.0191
Si	0.0115	-0.0015	0.0223
Si	-0.005	-0.0025	0.0282
Si	0.0087	0.007	0.0245
Si	0.0052	-0.0013	0.0238
Si	-0.0173	-0.0137	0.0149
Si	-0.01	-0.0038	0.0163
Si	-0.0094	-0.0114	0.0261
Si	0.0143	-0.0158	0.188
Si	-0.008	0.0068	0.168
Si	-0.0049	-0.0125	0.1542
Si	-0.0088	0.0129	0.1965
Si	0.0145	-0.0103	0.1609
Si	-0.0251	0.0277	0.1955
Si	0.0388	-0.0235	0.1985
Si	0.0318	0.0017	0.146
Si	0.0865	0.0149	0.2853
Si	0.0027	-0.1537	0.297
Si	-0.1386	-0.1201	0.3327
Si	0.1161	0.1982	0.3016
Si	-0.0598	-0.0823	0.2584
Si	0.1012	0.0956	0.3816
Si	0.124	0.0195	0.2988
Si	-0.0251	-0.2676	0.2018
Si	0.0033	0.1341	-0.3366
Si	0.0786	0.0721	-0.329
Si	-0.142	-0.0612	-0.3932
Si	-0.061	-0.0121	-0.2798
Si	-0.0882	-0.0505	-0.3555
Si	-0.0962	0.0059	-0.1337
Si	0.1317	0.1109	-0.1729
Si	0.0418	0.0875	-0.3646
Si	-0.0098	0.0231	-0.1734
Si	0.0062	-0.029	-0.1577
Si	0.0315	-0.0193	-0.1828
Si	-0.0263	0.027	-0.1817
Si	-0.0299	0.0207	-0.2027
Si	-0.0186	-0.0154	-0.2051
Si	-0.0115	-0.0113	-0.1455
Si	0.0106	0.0159	-0.1735
Si	0.0111	0.0041	-0.0305
Si	0.0161	0.0079	-0.0047
Si	-0.0016	-0.0136	-0.0231
Si	-0.0156	-0.0178	-0.0552
Si	-0.029	-0.0086	0.0053
Si	0.0073	-0.0224	0.0022
Si	0.0212	0.0222	-0.0495
Si	0.0213	0.0282	-0.0064
Si	0.0364	0.0113	-0.0046
Si	0.0031	-0.0033	0.0017
Si	-0.0422	-0.0322	-0.0182
Si	0.0422	0.0465	0.0013
Si	-0.0142	-0.0108	-0.0176
Si	-0.0048	-0.0042	0.0173
Si	0.0013	-0.0057	0.0058
Si	-0.0091	-0.0254	-0.0065
Si	0.0035	-0.0085	-0.0141
Si	-0.0099	-0.0147	0.0143
Si	-0.0123	0.008	-0.0156
Si	-0.0389	-0.0258	0.0043
Si	0.0045	0.0086	0.0026
Si	-0.0033	-0.0015	-0.0667
Si	-0.0097	-0.0036	-0.0546
Si	0.0116	-0.0034	0.0118
Si	-0.0091	0.0034	0.0108
Si	0.0074	0.0042	-0.0475
Si	0.011	-0.0069	-0.0971
Si	-0.0016	-0.0125	-0.0488
Si	-0.0115	-0.0038	-0.0539
Si	0.009	0.0053	0.0141
Si	0.0171	0.0191	0.004
Si	-0.014	0.0105	-0.0038
Si	0.0038	-0.005	-0.1035
Si	0.0106	0.0088	-0.1166
Si	-0.0011	-0.0117	-0.0886
Si	-0.003	-0.0121	-0.0657
Si	-0.0016	-0.0019	-0.0926
Si	0.014	-0.0021	-0.0878
Si	-0.0133	0.007	-0.0781
Si	0.0022	-0.0115	-0.0918
Si	-0.0184	0.004	-0.0748
Si	0.0037	-0.0099	-0.1
Si	0.0089	0.011	-0.0513
Si	-0.0056	0.016	-0.0744
Si	-0.012	-0.0035	-0.0802
Si	0.003	-0.0047	-0.097
Si	-0.0046	-0.0035	-0.0862
Si	0.009	0.0077	-0.0939
Si	0.003	-0.0054	-0.0764
Si	0.0125	0.0069	-0.097
Si	-0.0044	-0.0044	-0.0848
Si	0.0074	0.0108	-0.0755
Si	0.0086	0.0112	-0.1084
Si	-0.003	-0.0044	-0.0858
Si	-0.009	-0.002	-0.1249
Si	0.0101	-0.0012	-0.104
Si	-0.0051	-0.0026	-0.0834
Si	-0.0003	0.0107	-0.0921
Si	-0.0078	-0.0003	-0.0663
Si	-0.0138	-0.0075	-0.0762
Si	0.002	0.0057	-0.0928
Si	-0.0035	-0.0003	-0.0884
Si	0.0094	0.0001	-0.0834
Si	-0.0013	-0.0086	-0.0873
Si	0.0074	0.0004	-0.0258
Si	-0.0066	-0.0108	-0.0784
Si	0.0096	0.0017	-0.0535
Si	-0.0099	-0.0048	-0.0022
O	-0.0092	-0.0268	0.0647
O	-0.0099	-0.0022	0.0219
O	0.01	-0.0036	0.0557
O	0.0109	-0.0269	0.0506
O	0.0139	0.009	0.0343
O	-0.0018	-0.0058	0.0271
O	0.0073	0.0065	0.028
O	0.011	0.0009	-0.0033
O	-0.0018	-0.0126	0.0296
O	0.005	-0.0036	0.0858
O	0.0159	0.0131	0.0227
O	-0.0013	-0.0263	0.0543
O	0.0104	0.0068	0.0431
O	-0.008	0.0103	0.0307
O	0.0145	-0.0053	0.0381
O	0.0133	-0.0248	0.0266
O	0.0143	-0.015	0.0407
O	0.0147	0.0082	0.0158
O	-0.0084	0.0017	0.0306
O	0.0052	-0.0067	0.0226
O	-0.0126	-0.016	0.0503
O	0.0107	0.0005	0.072
O	0.0106	0.0042	0.0376
O	-0.0113	-0.0092	0.0365
O	0.0018	0.0071	0.017
O	-0.0104	0.0025	0.0321
O	0.0115	0.0093	0.0624
O	0.0095	0.0234	0.0492
O	-0.006	0.0186	0.0428
O	0.0077	-0.0109	0.0356
O	0.0025	-0.006	0.0234
O	0.0005	-0.002	0.0284
O	-0.0238	0.0004	0.0533
O	0.0005	-0.0177	0.0493
O	-0.0109	-0.0194	0.1046
O	0.008	0.026	0.0542
O	-0.0179	0.0009	0.0675
O	0.0102	0.0029	0.0439
O	-0.002	-0.015	0.0286
O	-0.0004	-0.0007	0.0162
O	-0.008	-0.0227	0.0633
O	-0.0087	0.0028	0.0369
O	-0.0269	-0.0054	0.053
O	0.0169	0.0069	0.0598
O	-0.0074	0.001	0.031
O	-0.0144	-0.0025	0.027
O	-0.0131	0.017	0.0566
O	0.0112	0.0023	0.0235
O	0.0015	-0.0152	0.0576
O	0.0045	-0.001	0.0215
O	-0.0068	-0.0004	0.0297
O	0.0018	0.0027	0.0629
O	0.0155	0.0007	0.0432
O	0.0145	-0.0105	0.0423
O	-0.0074	-0.0299	0.0582
O	0.0177	-0.0066	0.0394
O	0.0195	0.0122	0.0614
O	-0.0205	-0.0115	0.0557
O	0.0032	0.0187	0.0634
O	0.0219	0.0057	0.0726
O	-0.0007	0.0042	0.0341
O	0.0204	0.0118	0.0532
O	-0.0028	0.0135	0.0389
O	0.012	0.0043	0.0313
O	-0.0228	0.0093	0.0655
O	-0.0032	-0.0015	0.0222
O	0.0101	-0.008	0.0304
O	0.0165	0.009	0.0328
O	-0.0003	0.0182	0.0342
O	-0.013	0.0151	0.0394
O	-0.0186	0.0193	0.0437
O	0.0166	0.0041	0.0507
O	0.0063	0.0203	0.0383
O	-0.0135	-0.0079	0.0378
O	-0.0167	-0.0038	0.0427
O	-0.0176	0.0232	0.0433
O	0.0165	-0.0011	0.0327
O	-0.0126	-0.0004	0.0355
O	-0.0119	-0.0037	0.0301
O	-0.0127	0.0085	0.0413
O	-0.0067	0.0054	0.0279
O	0.0034	-0.0065	0.0261
O	-0.0133	0.0075	0.0355
O	-0.0217	0.0253	0.0442
O	-0.0182	-0.0052	0.043
O	-0.0044	0.0217	0.0618
O	-0.0029	0.0064	0.089
O	-0.0082	-0.0151	0.0397
H	-0.2921	0.315	-0.2718
H	0.2122	-0.3077	-0.2788
H	0.2293	-0.2597	-0.2922
H	-0.2852	0.3399	-0.2296
H	-0.2613	0.2403	-0.263
H	0.3368	-0.2683	-0.2329
H	0.2321	-0.361	-0.2494
H	-0.4455	0.1501	-0.2529
H	-0.3374	0.3808	-0.2174
H	0.2654	-0.304	-0.2835
H	-0.2671	0.2614	-0.2624
H	0.3281	-0.3225	-0.2399
H	0.307	-0.2831	-0.291
H	-0.3193	0.319	-0.2452
H	-0.3049	0.2887	-0.2532
H	0.3292	-0.3452	-0.2984
H	-0.2789	0.2652	0.2808
H	0.3086	-0.3316	0.2238
H	0.2448	-0.3273	0.2628
H	-0.3978	0.1626	0.2533
H	0.4842	-0.2631	0.2073
H	-0.1771	0.2873	0.2905
H	0.3603	-0.1366	0.2789
H	-0.2288	0.3211	0.2676
H	-0.2311	0.4167	0.2488
H	0.3437	-0.195	0.2688
H	-0.2254	0.4643	0.281
H	0.2931	-0.3235	0.2858
H	-0.2924	0.3284	0.2597
H	0.2448	-0.2915	0.2848
H	0.1996	-0.4254	0.211
H	-0.4226	0.1821	0.2726

The program warned: the cutoff lies below the one the program advises for these potential files; the forces do not sum to zero within the program's tolerance; empty levels may hold ghost states of the PAW files; the exchange-correlation potential is rough where the density is thin.
